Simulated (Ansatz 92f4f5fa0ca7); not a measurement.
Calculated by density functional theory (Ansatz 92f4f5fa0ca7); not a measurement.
Periodic cell of 208 atoms, Si128O80, from a study of silicon, its oxide and their interface. The atomic structure is a simulated model.
Doubt: the cutoff is far below the 930 eV that the study's wrapper takes by default for these files, so forces and energies are approximate.
This geometry differs little from another in the collection (a relaxation step or a small displacement).

Settings
functional: PBE
potential files: Ansatz PAW
basis: plane waves
wave-function cutoff: 580 eV
density cutoff ratio: 5
exchange-correlation grid ratio: 1
k mesh: 1 x 1 x 1, Gamma-centred
self-consistency stop: 5e-08 eV per atom in the density residual
occupations: fixed
spin: none
net charge: 0

Cell vectors (angstrom)
a	10.938	0	0
b	0	10.938	0
c	2.8891	4.7089	30.2502

Atoms and the computed forces on them: element, x, y, z (angstrom), force x, y, z (eV/angstrom)
Si	3.8056	3.8903	22.6919	-0.011	0.0086	0.0031
Si	6.7563	6.2109	22.7593	0.0197	-0.0084	0.013
Si	4.4425	8.368	22.6941	-0.0065	0.0101	-0.0014
Si	7.0401	0.2733	22.9047	-0.0101	0.0017	-0.0003
Si	-1.3213	2.6218	22.5393	-0.0036	0.0103	0.0035
Si	2.0045	5.6166	22.6854	0.006	-0.0122	0
Si	9.3908	9.1213	22.8866	-0.0004	-0.0097	-0.0022
Si	1.1519	0.6901	22.7414	-0.0009	0.0055	-0.0066
Si	5.5323	4.7008	24.1017	0.0037	0.0047	0.001
Si	8.31	7.4114	24.0859	-0.0014	0.0011	0.0027
Si	5.4736	-0.9264	24.0903	-0.0025	-0.0037	0.0034
Si	8.2151	1.7988	24.1898	-0.003	0.0038	0.0001
Si	0.2982	4.8174	24.1261	-0.0181	0.0034	0.0011
Si	2.8774	7.3171	24.0752	-0.0054	0.0061	0.0092
Si	11.024	10.1698	24.2157	0.0057	-0.0044	0.003
Si	2.836	2.0049	23.881	-0.0041	0.0005	0.0098
Si	4.2595	6.0748	25.5172	0.0028	-0.0029	-0.0011
Si	6.9694	8.7921	25.4777	0.0045	0.0009	0.0014
Si	4.2013	0.6285	25.3693	0.0035	0.0042	0.0074
Si	6.9602	3.3522	25.4396	-0.0011	0.0034	0.0051
Si	9.7535	6.1091	25.4544	0.0021	-0.0008	0.0045
Si	12.4778	8.7713	25.4396	0.0015	-0.0022	0.0022
Si	9.7044	11.5476	25.5518	-0.0021	0	0.0102
Si	1.5595	3.3165	25.4455	0.0078	-0.0045	-0.0016
Si	2.8891	4.7089	26.832	0.0502	-0.2099	0.2043
Si	5.6236	7.4434	26.832	0.0242	0.0141	0.3952
Si	2.8891	-0.7601	26.832	-0.0419	0.0983	-0.4248
Si	5.6236	1.9744	26.832	-0.2031	-0.147	-0.3864
Si	8.3581	4.7089	26.832	0.1212	0.0641	-0.377
Si	11.0926	7.4434	26.832	0.0654	0.1911	0.1363
Si	8.3581	10.1779	26.832	-0.2929	-0.2171	0.3956
Si	11.0926	1.9744	26.832	0.1657	0.2442	0.1799
Si	1.3673	-1.3673	3.418	0.1298	-0.0359	-0.0228
Si	4.1018	1.3673	3.418	0.1078	0.1198	-0.269
Si	1.3673	4.1018	3.418	0.1021	0.2043	-0.0416
Si	4.1018	-4.1018	3.418	0.102	0.1339	-0.3533
Si	6.8362	-1.3673	3.418	-0.194	-0.099	0.2109
Si	-1.3673	1.3673	3.418	-0.1318	-0.0198	-0.0958
Si	6.8362	4.1018	3.418	0.3139	0.1301	0.5902
Si	-1.3673	-4.1018	3.418	-0.1014	-0.3195	-0.2161
Si	2.688	0.0794	4.76	0.0013	0.0057	-0.0013
Si	5.5075	2.6769	4.7972	0.0003	-0.0044	-0.0026
Si	2.8142	5.4532	4.7628	-0.0024	0.0012	-0.0025
Si	5.4115	-2.7301	4.8079	0.0025	0.0007	-0.0004
Si	-2.7269	-0.0114	4.7893	-0.0095	0.0059	-0.0088
Si	-0.0677	2.7954	4.7544	0.0018	0.0059	-0.0024
Si	8.2391	5.5211	4.8882	0.0007	0.0032	0.003
Si	0.0838	-2.8666	4.731	0.0006	-0.0049	-0.0108
Si	1.4477	1.6205	6.0706	-0.0019	-0.0051	-0.009
Si	4.1864	4.0936	6.1356	-0.0109	-0.0061	-0.0104
Si	1.43	-4.2311	6.1786	0.0012	0.0025	0.0014
Si	4.0145	-1.284	6.1015	-0.0039	-0.006	-0.0067
Si	-4.0477	1.3571	6.2281	0.0045	0.004	-0.0048
Si	-1.2806	4.1391	6.3037	-0.0039	-0.0035	0.0029
Si	6.7098	-4.1383	6.2358	-0.0027	-0.0036	-0.0067
Si	-1.2902	-1.4683	5.9637	0.0032	-0.002	-0.0052
Si	-0.0356	-0.5228	7.5982	-0.0022	0.0028	0.0048
Si	2.4664	3.2277	7.4103	-0.0063	0.0037	-0.0068
Si	0.6599	-6.0285	7.5578	-0.0013	0.0054	-0.0015
Si	2.4487	-2.4845	7.3851	0.0039	-0.0045	-0.0034
Si	5.5534	-0.1402	7.4957	0.0108	-0.0078	0.0013
Si	-2.8631	2.9355	7.6033	0.0166	-0.011	-0.0149
Si	5.7415	5.1266	7.5436	0.0087	0.0217	0.0148
Si	-3.4226	-2.6597	7.876	-0.0051	-0.0061	0.0032
Si	4.2564	3.3417	28.1992	-0.0795	0.0333	0.001
Si	6.9909	6.0762	28.1992	-0.0406	0.0484	-0.0015
Si	4.2564	-2.1273	28.1992	0.1354	0.0209	0.0019
Si	6.9909	0.6072	28.1992	-0.0381	-0.1141	-0.035
Si	9.7254	3.3417	28.1992	0.0542	-0.0098	-0.0136
Si	12.4599	6.0762	28.1992	-0.0481	-0.0903	-0.035
Si	9.7254	8.8107	28.1992	-0.0023	0.0074	0.0259
Si	1.5219	0.6072	28.1992	-0.1072	-0.045	-0.0085
Si	5.6236	4.7089	29.5665	0.0567	-0.0747	-0.0225
Si	8.3581	7.4434	29.5665	0.0206	-0.0533	-0.0023
Si	5.6236	-0.7601	29.5665	-0.0075	0.0657	0.0175
Si	8.3581	1.9744	29.5665	-0.0296	0.0157	-0.0237
Si	11.0926	4.7089	29.5665	-0.0273	0.0575	-0.0068
Si	2.8891	7.4434	29.5665	-0.0806	0.0026	-0.0344
Si	0.1546	-0.7601	29.5665	-0.0206	0.0361	0.006
Si	2.8891	1.9744	29.5665	0.0738	-0.0361	-0.0202
Si	1.3673	1.3673	0.6835	0.0758	-0.014	0.0064
Si	4.1018	4.1018	0.6835	-0.0298	-0.0203	0.0092
Si	1.3673	-4.1018	0.6835	-0.0715	0.0035	0.0203
Si	4.1018	-1.3673	0.6835	0.0068	-0.0033	0.0084
Si	6.8362	1.3673	0.6835	-0.027	0.0219	0.0318
Si	-1.3673	4.1018	0.6835	0.0563	-0.0297	0.0024
Si	6.8362	-4.1018	0.6835	0.0314	-0.0415	0.0107
Si	9.5708	-1.3673	0.6835	-0.0554	0.0066	0
Si	0	0	2.0507	-0.0694	-0.0505	0.0204
Si	2.7345	2.7345	2.0507	0.0588	0.0207	0.0126
Si	0	-5.469	2.0507	-0.0275	-0.0066	-0.0542
Si	2.7345	-2.7345	2.0507	0.0888	0.0762	-0.0393
Si	5.469	0	2.0507	-0.0796	-0.0663	-0.0048
Si	8.2035	2.7345	2.0507	-0.0117	-0.0328	-0.0096
Si	5.469	5.469	2.0507	0.0498	0.1269	0.0418
Si	8.2035	-2.7345	2.0507	0.0035	0.0066	0.0558
Si	3.3157	6.0965	15.6624	-0.0031	0.0009	-0.001
Si	-1.3564	1.0553	9.749	-0.0059	-0.0018	-0.0002
Si	1.0825	-0.8932	18.1758	0.0064	-0.0006	-0.0015
Si	4.0817	4.418	13.3227	-0.0027	-0.0011	-0.0023
Si	0.4	6.0023	20.0209	0.0036	0.0038	0.0025
Si	7.5792	0.0256	11.9839	0.0057	0.0011	-0.0045
Si	3.6399	1.2982	9.6471	-0.0008	0.0011	0.0048
Si	4.7292	3.5199	19.6014	0.0025	-0.0051	0.0073
Si	2.1446	4.3466	17.973	-0.0033	0.0016	0.0018
Si	3.9096	-4.1968	9.5798	-0.0023	0.0018	0.0082
Si	10.0422	8.8032	19.8976	0.0007	-0.0049	0.003
Si	7.4061	1.4792	16.6527	0.0006	-0.0028	-0.0034
Si	2.0218	1.5648	16.4387	-0.006	-0.0062	0.0012
Si	0.8281	-4.0273	13.9259	-0.0038	0.0032	0.0043
Si	10.2586	8.5254	16.1393	-0.002	-0.0006	-0.0047
Si	5.3901	-3.8694	12.2027	-0.0019	0.0009	-0.0066
Si	7.2969	9.8151	18.6001	-0.0019	-0.0009	0.0009
Si	4.9399	1.6175	12.5232	-0.0053	0.0005	-0.0051
Si	7.5052	7.4079	16.7928	-0.0002	0.002	0.0012
Si	9.103	0.1401	14.6181	0.0032	-0.0032	0.0007
Si	1.0049	-5.2618	9.7798	0.0049	0.0032	0.0059
Si	7.8501	-2.8102	10.9783	0.0009	-0.0028	-0.0035
Si	5.4896	0.7183	20.2766	-0.002	0.0004	-0.0013
Si	4.7176	0.4148	15.3189	0.0023	0.0033	0.0007
Si	1.193	0.239	10.877	-0.0046	-0.0026	-0.004
Si	5.3549	8.2489	15.033	0.0002	0	0.0001
Si	0.735	1.4451	13.4988	-0.0042	-0.0022	0.0079
Si	7.1424	4.4633	17.9959	0.004	-0.0003	0.0003
Si	0.9861	4.3031	12.5119	0.0013	-0.001	0.002
Si	2.9062	-0.8267	20.6087	-0.0022	0.0026	-0.0019
Si	0.0504	-2.7334	11.2447	-0.0012	0.0062	0.0008
Si	8.6466	4.6428	20.666	-0.004	-0.0039	0.0022
O	1.1887	-1.5695	7.9623	0.0012	0.0003	0.0045
O	4.572	3.7313	21.2132	0.0019	-0.0023	-0.0088
O	3.4048	-2.9849	8.6246	0.001	0.0024	0.0001
O	-0.8354	4.0051	23.2444	0.0129	-0.0074	0.0033
O	7.3482	3.0239	17.2193	-0.0013	-0.0026	-0.0005
O	5.6389	7.3192	22.2004	-0.0042	0.0042	-0.0029
O	10.9164	1.6989	22.1181	0.0074	-0.0035	0.0038
O	8.9633	-2.418	7.165	-0.0046	0.0005	0.0044
O	0.49	-1.2212	10.8847	-0.0005	-0.0002	0.0055
O	10.821	7.4329	19.3812	-0.002	0.0032	0.0029
O	6.0471	1.2036	15.8079	-0.0051	-0.0025	-0.0005
O	6.6043	-1.2961	8.0459	-0.0042	0.0032	-0.0007
O	0.8987	4.978	18.834	0.0045	-0.0057	-0.0028
O	6.3966	1.117	12.0466	-0.002	0.0009	0.0004
O	-1.5544	-2.7974	11.5381	0.003	-0.0004	0.0007
O	6.3765	1.048	21.604	-0.0015	0.0037	0.0029
O	7.6711	0.2417	17.7327	-0.0019	0.0053	0.0011
O	6.9789	-3.9006	11.8232	-0.0037	-0.0005	0.0017
O	5.0695	-5.115	8.8845	0	-0.0032	-0.0046
O	1.597	6.1525	21.1446	-0.0068	0.0022	-0.0035
O	5.4141	2.0472	19.3325	-0.0039	0.0046	0.0025
O	2.4317	9.7166	19.0784	-0.0063	-0.0007	-0.0046
O	4.0945	1.7551	11.1396	0.004	-0.0007	0.0082
O	3.0119	2.5891	8.8584	0.0041	-0.0001	0.0048
O	10.0729	5.3925	20.8324	0.003	-0.0021	0.0014
O	-1.1684	-0.2675	8.7847	-0.0024	0.0013	-0.0013
O	2.4912	0.1647	9.8977	0.0003	-0.0012	0.0004
O	0.6469	8.9287	17.0334	-0.0045	-0.001	-0.0012
O	1.6585	-0.2871	21.5097	-0.0023	0.0006	0.0036
O	1.7677	3.0772	17.0119	-0.0021	-0.0011	0
O	8.3416	4.588	19.0798	-0.0042	-0.001	-0.0053
O	6.9028	4.0393	8.0708	-0.0093	0.0025	0.0074
O	-3.1341	-3.2107	9.3938	0.0003	0.0032	0.0023
O	5.7179	4.5425	18.8051	-0.0028	-0.0003	0.0001
O	-0.5868	0.554	13.6935	-0.0005	0.0069	0.0035
O	10.1393	8.6325	21.5104	0.0022	-0.0024	-0.0001
O	0.1578	1.3848	10.2909	0.0013	-0.0032	0.0014
O	3.6594	8.8437	21.3125	-0.0007	-0.0013	0.002
O	8.7945	3.0977	21.1964	0.0027	0.0008	0.0067
O	0.3723	-3.7613	10.013	-0.0012	-0.0016	0.004
O	5.0871	-2.8301	13.4263	-0.0003	0.0012	0.0052
O	2.6469	-5.171	9.9112	-0.0042	-0.0034	-0.0029
O	3.9355	0.4309	20.6434	0.0024	-0.0004	0.0021
O	8.6277	1.389	15.5601	0.0002	-0.0028	-0.0008
O	9.521	9.8672	15.6073	0.0025	-0.0018	-0.0011
O	0.9301	-3.1564	12.5547	-0.0043	-0.0007	0.0001
O	4.8622	0.6388	8.783	-0.0038	0.0019	0.0047
O	4.4767	7.1957	15.929	0.0009	0.0003	0.0016
O	0.606	-9.9876	7.3428	0.0012	0.0004	0.0049
O	6.7562	8.5079	17.7705	-0.0011	-0.0051	-0.0017
O	1.2228	0.546	17.4312	0.0051	0.0107	-0.0056
O	4.5017	-3.4482	10.899	0.0035	-0.0015	0.0047
O	10.8177	-0.8407	19.2713	-0.0017	-0.0003	0.0003
O	2.6952	5.5955	17.0755	0.001	0.0001	0.0001
O	7.4852	5.4703	21.4716	-0.0026	-0.0031	-0.0047
O	4.3849	0.6461	13.7262	-0.0002	-0.0024	0.0054
O	3.8906	4.7637	14.9076	-0.0016	0	0.0026
O	8.5013	9.1439	19.4847	-0.0036	0.0024	-0.0005
O	6.084	-0.6153	19.5631	0.0029	-0.0037	-0.0003
O	7.9776	-0.333	13.5332	0.0002	0.0001	0.0045
O	6.9225	7.8285	15.3134	-0.0016	0.0001	-0.0005
O	3.2427	3.7319	18.9993	0.0002	0.0024	0.0005
O	3.5518	1.0062	16.31	-0.0039	-0.0003	-0.0006
O	4.9907	3.0905	13.1975	0.0003	0.0027	-0.0003
O	0.5346	4.6666	10.9837	-0.0007	-0.0012	-0.0017
O	7.1423	-1.3547	11.2352	-0.0015	0.0022	0.0027
O	8.2472	-0.7312	22.3759	0.0018	-0.0031	-0.0023
O	-2.1078	2.2668	8.9301	0.0019	-0.0027	0.0077
O	-2.1938	0.7072	11.0897	-0.0045	-0.0021	0.0044
O	0.3097	2.9011	12.9352	0.0025	-0.0063	0.0021
O	10.6834	7.5896	14.8988	0.0022	0.0013	0.0042
O	9.121	7.66	16.9374	-0.0008	0.0014	-0.0018
O	2.2608	6.8629	14.6816	0.0003	-0.001	0.0031
O	1.6485	0.6728	12.387	-0.0006	0.0012	0.0047
O	0.3667	-5.5402	13.5528	-0.0018	0.0009	-0.0023
O	1.4807	1.5785	14.9165	-0.0063	-0.0024	-0.0018
O	2.6165	4.2327	12.6266	0.0008	0	-0.0011
O	7.206	5.815	17.0622	-0.0012	0.0034	0.0013
O	4.9462	-5.3645	12.6066	0	-0.0024	0.0012
O	4.936	9.7476	15.5173	0.0002	-0.0025	0.0012

Results
free energy: -126869.810 eV
free energy less fixed offsets of O -568.88, Si -635.61 eV per atom: -1.330 eV

The program warned: the cutoff lies below the one the program advises for these potential files; the forces do not sum to zero within the program's tolerance; the exchange-correlation potential is rough where the density is thin.
